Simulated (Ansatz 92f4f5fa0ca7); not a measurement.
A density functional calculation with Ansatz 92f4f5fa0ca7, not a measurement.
Periodic cell of 151 atoms, Si88O61N2, from a study of silicon, its oxide and their interface. The atomic structure is a simulated model.

Settings
functional: r2SCAN
potential files: Ansatz norm-conserving
basis: plane waves
wave-function cutoff: 1300 eV
density cutoff ratio: 4
exchange-correlation grid ratio: 1
k mesh: 2 x 2 x 1, shifted by 0.5 0.5 0.5 of a step
self-consistency stop: 5e-08 eV per atom in the density residual
occupations: Fermi-Dirac, 0.05 eV
spin: none
net charge: 0

Cell vectors (angstrom)
a 10.88 0 0
b 0 10.88 0
c 0 0 21.6626

Atoms and the computed forces on them: element, x, y, z (angstrom), force x, y, z (eV/angstrom)
Si -0.3519 0.7496 0.092 -0.213 0.3703 -0.4692
Si 3.14 2.593 -0.2219 0.0524 0.0627 -0.636
Si -0.3783 5.6051 0.0347 -0.3275 0.0154 -0.9364
Si 2.6789 8.2246 -0.1999 0.0514 -0.1014 -0.7141
Si 5.3373 0.2502 -0.1471 0.2616 0.1414 -0.6537
Si 8.2357 2.7495 0.5083 0.0332 0.0242 -0.8635
Si 6.2041 5.0484 0.0533 0.2168 -0.0302 -0.5963
Si 8.5079 8.0056 0.3336 -0.2291 -0.0279 -0.8666
Si 1.4436 1.6247 1.3078 0.1109 -0.1439 -0.1628
Si 4.2546 4.1317 1.1762 0.1297 -0.0335 -0.1263
Si 1.3123 6.8805 1.2094 -0.1239 -0.0943 -0.1683
Si 4.1834 9.466 1.1415 -0.1015 0.0877 0.1212
Si 6.7802 1.2781 1.4756 -0.1752 -0.0827 -0.196
Si 9.5904 4.1743 1.6649 0.052 0.0861 -0.1654
Si 6.8995 6.7882 1.4942 0.0327 -0.0847 -0.168
Si 9.6424 9.7185 1.4166 0.0507 0.0463 -0.2599
Si 0.1215 2.8011 2.8471 0.0484 -0.0218 0.2233
Si 2.7543 -0.0033 2.5537 -0.0556 0.0522 -0.167
Si 0.0579 8.2433 2.7102 -0.0467 -0.0367 0.1728
Si 2.7594 5.4931 2.53 0.0606 -0.0534 -0.1955
Si 5.431 2.7328 2.7155 -0.0842 -0.025 0.1112
Si 8.1566 -0.0359 2.8153 -0.0109 -0.042 0.1031
Si 5.4345 8.1628 2.6969 0.007 -0.0261 -0.0603
Si 8.1803 5.5015 2.9269 0.0609 0.1104 0.4267
Si 1.4541 4.2153 4.0827 -0.1712 -0.061 0.0125
Si 4.0894 1.3082 4.0217 0.0914 0.0997 -0.1369
Si 1.4 9.5928 4.0446 0.0903 -0.1048 -0.0095
Si 4.052 6.7866 4.0126 -0.0567 0.0146 0.2132
Si 6.7702 4.062 4.1571 -0.0507 0.0437 -0.1044
Si 9.5368 1.3695 4.1234 0.0999 0.0329 -0.0204
Si 6.7858 9.4767 4.1346 0.1649 0.0139 0.0362
Si 9.538 6.9302 4.1699 -0.1336 -0.0815 -0.133
Si -0.0009 -0.0109 5.4863 -0.0685 -0.1437 0.0443
Si 2.7381 2.7036 5.3145 -0.0065 -0.0001 0.0672
Si -0.0453 5.4772 5.4444 0.1265 0.102 0.0803
Si 2.6768 8.1521 5.3781 0.06 0.0216 -0.0496
Si 5.4363 -0.033 5.4699 -0.0956 0.0815 -0.0066
Si 8.1116 2.6653 5.4818 0.0461 0.0926 0.0469
Si 5.3732 5.4194 5.4739 0.0348 -0.0339 0.0745
Si 8.124 8.1866 5.5825 -0.0751 0.0051 0.0832
Si 1.4201 1.3987 6.7231 0.0341 0.0535 -0.0986
Si 3.9962 3.9686 6.7811 0.19 -0.0336 -0.0433
Si 1.2592 6.8744 6.7721 -0.1652 0.1334 -0.0126
Si 4.0257 9.468 6.7667 0.0109 -0.1444 -0.1278
Si 6.7837 1.3067 6.8997 0.0205 -0.0678 0.0976
Si 9.4513 4.0611 6.7949 -0.1473 0.0988 -0.0905
Si 6.6972 6.7944 6.8984 -0.054 -0.1086 -0.1648
Si 9.4961 9.547 6.9625 0.1735 0.1905 -0.0192
Si 0.0146 2.7024 8.0316 0.0984 0.2162 0.4474
Si 2.7019 -0.0355 8.0819 0.1072 0.0964 0.1898
Si -0.05 8.1277 8.3335 0.0237 -0.1714 0.2109
Si 2.5579 5.3966 7.9422 -0.2687 -0.1695 0.4157
Si 5.304 2.5852 8.2266 -0.0705 -0.1049 0.1577
Si 8.1487 0.0174 8.3973 0.0035 -0.0218 0.2357
Si 5.2398 8.1183 8.2481 0.1192 -0.0373 0.398
Si 8.0376 5.3675 8.2188 0.0917 0.0912 0.0682
Si 1.0327 4.3466 9.4222 -0.1599 -0.0591 0.0897
Si 4.3372 0.825 9.5971 -0.077 0.0922 0.5679
Si 1.1661 9.7959 9.5119 -0.1129 0.2256 0.5538
Si 3.8656 6.4901 9.4674 -0.042 -0.5406 0.0648
Si 6.296 4.2968 9.4244 -0.3179 -0.1897 0.5112
Si 9.8989 1.259 9.5807 0.2667 0.1467 0.1213
Si 6.5893 9.5048 9.5974 -0.3306 0.2393 0.5223
Si 9.5665 6.5063 9.6048 0.2218 -0.2566 0.546
Si 0.8494 4.3563 14.0945 -0.0228 -0.0669 0.3975
Si -4.619 4.7653 14.9862 0.0659 0.1421 -0.022
Si -3.3601 7.4327 11.8327 0.243 0.0788 0.2595
Si 3.1505 4.8558 15.8936 0.0991 0.0796 -0.2219
Si 2.4736 0.1326 11.8331 0.1523 0.0303 0.3671
Si 4.3211 1.2205 16.8844 0.127 -0.1288 -0.2563
Si 7.1582 7.9476 17.5295 -0.1073 0.0987 -0.313
Si -8.078 -0.3846 14.8899 0.1119 0.0216 0.1538
Si 7.65 -3.5238 14.8366 -0.104 -0.0312 0.2103
Si 2.5784 5.0609 11.7926 0.0869 0.1597 0.5825
Si 6.9786 3.0543 17.1919 0.2401 -0.1561 -0.271
Si 9.2177 5.0532 16.0721 -0.154 0.0455 -0.1856
Si -5.1173 4.7498 12.1463 0.1696 -0.3891 0.6518
Si 5.8873 -5.3693 18.7102 0.1702 -0.1378 -0.5307
Si -2.2663 0.4728 17.651 -0.0398 0.236 -0.4283
Si 2.4141 3.1225 18.3385 -0.0667 -0.1289 -0.5276
Si 2.2794 -2.9505 16.3316 0.1017 0.0448 -0.2324
Si 11.5025 2.6031 11.724 -0.3066 -0.072 0.5916
Si -4.9413 -0.6038 18.5024 -0.2878 -0.1729 -0.5154
Si 9.0635 -1.7341 19.4226 -0.1521 -0.1872 -0.3868
Si 11.0965 4.8419 18.672 -0.1912 -0.0392 -0.4296
Si 11.7786 -0.8858 19.6219 0.1115 -0.1166 -0.4844
Si 2.9463 6.6509 18.861 -0.0061 0.2557 -0.5026
Si 11.3247 -0.739 16.6101 -0.0645 -0.0294 -0.5355
O 0.4486 0.4768 20.3497 -0.1495 -0.2127 0.279
O -1.0213 -5.7702 17.5956 0.348 -0.0732 0.2324
O 2.83 3.2257 19.9151 0.094 -0.2836 0.7897
O 6.0468 -0.1143 20.0449 -0.3874 0.1201 0.648
O -0.2773 4.8466 20.2153 0.0772 0.2281 0.7409
O 12.3609 5.9039 18.6746 0.1245 -0.081 0.0979
O 3.18 7.0481 -1.25 -0.0982 0.303 0.3955
O 8.0291 -2.0872 20.6131 0.2206 -0.1374 0.2351
O -1.9812 -4.336 15.491 -0.2518 -0.0854 -0.0317
O 7.2451 3.7914 21.3204 -0.2033 0.2697 0.5772
O 9.3191 1.8209 -0.3691 0.3017 -0.3229 0.728
O 6.104 5.818 20.2738 -0.0695 -0.1919 0.3144
O 2.1721 9.4199 20.4308 -0.0617 -0.2465 0.3708
O 9.3789 6.7579 -0.3087 0.195 0.1187 0.6043
O 11.6776 3.3546 18.2836 0.227 0.2057 0.2136
O -0.1342 5.4084 9.9695 -0.0316 0.0055 -0.4579
N 1.7142 3.7569 10.9493 -0.2819 0.2854 -0.4841
O 3.6182 1.0242 11.0761 -0.0252 -0.1878 -0.4946
O 1.2509 1.1525 12.0202 0.1471 0.0236 -0.1132
O 2.0217 9.7073 10.9455 -0.2167 0.0741 -0.5374
O -0.0936 10.7925 9.9033 0.1521 0.1939 -0.3309
O 5.091 5.409 9.6487 0.2256 0.0087 -0.029
O 2.8745 6.3852 10.8405 0.4375 -0.0434 -0.509
O 7.9528 7.9251 13.348 -0.223 -0.2629 -0.3692
O 6.4663 3.8164 10.9998 -0.1054 0.3126 -0.4529
O 10.0966 2.2863 10.9036 0.1803 -0.4023 -0.4015
O -9.5766 10.9048 15.4429 0.1839 -0.2557 0.1695
O 6.9854 8.7282 11.0036 0.0462 -0.0429 -0.4125
O 8.8629 6.904 11.055 -0.0355 0.0155 -0.4431
O -6.2825 -0.0729 17.8129 0.2381 0.1005 0.2238
O 4.1159 4.6643 12.2666 -0.0041 0.1273 -0.2069
O 2.9173 -0.4145 13.2861 -0.136 0.1943 -0.3967
O 8.6337 -2.6008 18.1201 0.0445 0.2796 0.4581
O -8.3073 -4.4752 15.7799 0.0226 -0.0794 0.2453
O -4.5017 6.2697 11.9404 0.0357 0.0842 -0.0319
O -1.8557 10.7554 19.1067 -0.0291 -0.2138 0.0776
O 5.5555 10.6985 10.0646 -0.2065 0.1223 -0.5589
O 5.6716 -8.7321 16.7186 0.0002 0.086 0.2355
O 10.4717 4.6431 15.0934 0.1744 0.0891 -0.058
O 2.7961 -2.9357 17.8743 -0.075 -0.2721 0.1604
O -1.092 -0.1 16.6186 0.0991 -0.0558 0.3909
O 6.3226 4.0663 13.5282 -0.2317 0.4168 -0.3439
O 0.245 -7.7195 13.1999 0.2767 0.0539 -0.5133
O 6.3981 -4.5289 14.7291 0.1649 -0.0865 -0.0297
O 4.1778 1.3512 21.1294 -0.1609 0.0613 0.2279
O 13.9061 -6.619 17.3738 -0.1702 -0.1819 0.292
O 2.1629 3.935 14.9785 -0.115 0.2246 -0.0378
O 0.715 -2.3648 16.296 0.2346 0.2864 0.1977
O 4.7278 4.6518 15.5478 -0.0019 0.0233 -0.0101
N 7.6091 4.1558 15.9748 -0.1308 0.131 0.1772
O 6.8573 6.3661 17.7092 -0.2091 0.131 0.3924
O 7.1977 8.4378 15.9631 0.0982 -0.4296 0.1357
O 7.1286 10.7261 17.4642 0.0405 -0.0565 0.3987
O -4.909 -2.2217 18.3879 0.286 0.2025 0.0795
O 1.1291 -0.4884 18.0645 -0.1561 -0.1757 0.452
O 1.5461 -5.4324 13.0455 0.2993 -0.3201 -0.3896
O -0.2569 -2.0458 19.7509 0.0242 0.2843 0.0636
O 4.3567 5.9543 18.4299 -0.0978 -0.0488 0.18
O 3.1432 -1.893 15.4352 -0.2993 0.1586 0.1406
O -6.9862 0.7099 15.4044 -0.2285 -0.1526 0.238
O 6.3248 3.9619 18.3922 -0.0923 0.1233 0.1246
O -2.5985 -8.7938 17.5671 -0.17 -0.2064 0.186
O 2.9997 1.7998 17.6313 0 0.2789 0.2153

Results
free energy: -39255.622 eV
free energy less fixed offsets of N -289.75, O -463.61, Si -117.95 eV per atom: -16.312 eV
pressure: -2.18 GPa
stress xx, yy, zz, yz, xz, xy (GPa, positive in tension): 3.16, 1.29, 2.1, -1, -1.54, -0.01
